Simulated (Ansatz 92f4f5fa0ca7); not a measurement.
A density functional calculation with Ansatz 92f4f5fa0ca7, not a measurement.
Periodic cell of 189 atoms, Si117O72, from a study of silicon, its oxide and their interface. The atomic structure is a simulated model.

Settings: functional PBE; potential files Ansatz PAW; basis plane waves; wave-function cutoff 700 eV; density cutoff ratio 5; exchange-correlation grid ratio 2; k mesh 2 x 2 x 1, shifted by 0.5 0.5 0.5 of a step; self-consistency stop 5e-08 eV per atom in the density residual; occupations Fermi-Dirac, 0.05 eV; spin none; net charge 0.

Cell vectors (angstrom)
a, 11.5983, 0, 0
b, 0, 11.5983, 0
c, 1.7866, 0.6581, 30.0344

Atoms: element, x, y, z (angstrom)
Si, 9.5005, 8.9866, 2.1429
Si, 9.426, 2.9913, 2.2472
Si, 9.315, 5.998, 2.8917
Si, 1.5887, 8.988, 2.6045
Si, 1.5864, 2.6476, 2.2966
Si, 1.5873, 5.8391, 2.6724
Si, 5.2742, 8.9638, 2.2014
Si, 5.3265, 2.9645, 2.1834
Si, 5.4519, 5.9642, 2.8842
Si, -0.3977, 9.5403, 3.7639
Si, -0.3411, 2.237, 3.6351
Si, -0.2815, 5.9047, 4.0631
Si, 3.5601, 9.5277, 3.792
Si, 3.5149, 2.2267, 3.6251
Si, 3.4539, 5.8968, 4.0662
Si, 7.3914, 9.6943, 3.2913
Si, 7.372, 2.2655, 3.4087
Si, 7.3815, 5.9747, 4.1581
Si, -0.3684, 0.1099, 4.8835
Si, -0.3301, 3.9377, 5.2659
Si, -0.356, 7.8325, 5.3405
Si, 3.5329, 0.1031, 4.8947
Si, 3.5036, 3.9279, 5.2642
Si, 3.5172, 7.8198, 5.3573
Si, 7.3845, 0.1426, 4.695
Si, 7.379, 3.9118, 5.1922
Si, 7.3881, 8.0395, 5.1555
Si, -2.3239, 0.1295, 6.2695
Si, 9.3038, 3.9538, 6.5572
Si, -2.3313, 7.8648, 6.5868
Si, 1.5741, 0.1092, 6.3305
Si, 1.5863, 3.9612, 6.6281
Si, 1.5751, 7.8532, 6.6562
Si, 5.4993, 0.1161, 6.2689
Si, 5.4607, 3.956, 6.5673
Si, 5.5063, 7.872, 6.5787
Si, 9.3097, 9.8603, 7.8093
Si, 9.3055, 1.9882, 7.8211
Si, 9.2855, 5.8934, 7.907
Si, 1.5714, 9.8441, 7.8652
Si, 1.5733, 1.9706, 7.8496
Si, 1.5786, 5.9151, 7.9654
Si, 5.4737, 9.853, 7.8194
Si, 5.4612, 1.9725, 7.8104
Si, 5.4847, 5.9147, 7.8995
Si, -0.3797, 9.7956, 9.2238
Si, -0.3643, 2.0407, 9.2185
Si, -0.382, 5.9174, 9.2882
Si, 3.5325, 9.8031, 9.1979
Si, 3.523, 1.9959, 9.1892
Si, 3.548, 5.9464, 9.2649
Si, 7.4039, 9.8081, 9.2029
Si, 7.3793, 2.0278, 9.2004
Si, 7.3832, 5.8835, 9.2928
Si, -0.3532, 0.1196, 10.5641
Si, -0.3135, 3.984, 10.6513
Si, -0.4551, 7.8583, 10.6564
Si, 3.5026, 0.0938, 10.5724
Si, 3.498, 3.9626, 10.5405
Si, 3.581, 7.8948, 10.6323
Si, 7.3897, 0.12, 10.5543
Si, 7.3281, 3.935, 10.6367
Si, 7.4671, 7.8567, 10.5988
Si, 9.3116, 0.0914, 11.9039
Si, 9.2975, 4.0215, 11.9495
Si, 9.2321, 7.7735, 12.193
Si, 1.5738, 0.1677, 11.943
Si, 1.6799, 4.0163, 12.0313
Si, 1.5541, 7.8553, 11.9025
Si, 5.454, 0.0727, 11.8827
Si, 5.3333, 3.9491, 11.9963
Si, 5.5976, 7.8517, 12.0073
Si, 9.2658, 9.8663, 13.4139
Si, 9.3576, 2.0644, 13.1562
Si, 9.1949, 5.7124, 13.6395
Si, 1.5295, 9.7798, 13.2137
Si, 1.6482, 2.056, 13.3964
Si, 1.6536, 6.0211, 13.3633
Si, 5.5883, 9.8324, 13.3292
Si, 5.3123, 1.9303, 13.2668
Si, 5.464, 5.8907, 13.3853
Si, -0.3379, 10.2769, 14.6345
Si, -0.3841, 1.8874, 14.5942
Si, -0.2553, 6.0414, 14.74
Si, 3.528, 9.7518, 14.3815
Si, 3.4954, 1.2557, 14.7513
Si, 3.593, 6.6266, 14.7112
Si, 7.4122, 10.5194, 14.8306
Si, 7.3711, 1.9537, 14.3243
Si, 7.1168, 5.0062, 14.9523
Si, 5.1652, 6.0364, 20.0972
Si, 7.7141, 4.4623, 20.8509
Si, 13.5853, 12.0259, 18.89
Si, 0.4396, 6.0765, 17.6946
Si, 10.2459, 4.1825, 19.3834
Si, 9.1409, 9.7659, 20.317
Si, 0.297, 2.38, 17.5314
Si, 12.8171, -0.8776, 21.5225
Si, 15.0863, 9.777, 19.9841
Si, 13.9691, 6.7789, 19.8278
Si, 10.6907, 8.3289, 16.5826
Si, 7.7097, 0.4911, 27.5319
Si, 3.3866, 12.1651, 30.5427
Si, 7.6214, 2.1957, 29.7371
Si, 10.0104, 5.4693, 22.0464
Si, 0.5248, -0.2864, 29.7085
Si, 10.3602, 11.8686, 22.423
Si, 9.148, 2.9656, 22.9643
Si, 3.186, 2.7338, 17.6112
Si, 6.3711, 8.7847, 20.0835
Si, 6.2368, -0.3286, 29.7527
Si, 8.0765, 9.222, 17.6733
Si, 9.1286, 0.8268, 24.9984
Si, 4.9141, 5.2686, 17.1793
Si, 10.7234, 2.2449, 29.7944
Si, 10.6607, 0.6699, 27.5376
Si, 11.3953, 7.901, 21.2739
O, 11.585, 3.2684, 30.6859
O, -0.5431, 0.7561, 30.402
O, 5.1126, 6.2255, 18.481
O, 8.7486, 2.3017, 24.4032
O, 9.319, 7.3381, 1.919
O, 3.3799, 13.6968, 31.1555
O, 8.8942, 10.1971, 18.7412
O, 5.8371, 7.3861, 20.7318
O, 2.0315, 11.938, 29.6637
O, 1.5995, 10.3031, 1.5993
O, 1.5872, 4.3155, 1.8179
O, 5.4665, 7.3215, 1.9372
O, 4.9593, 2.5747, 0.5816
O, 7.3179, 0.7255, 30.4021
O, 6.4065, -1.6064, 30.7312
O, 12.626, 11.6716, 20.1813
O, 10.8899, 7.6035, 15.1225
O, -0.2378, 11.8885, 14.8539
O, 13.4877, 5.9883, 18.4662
O, -0.5175, 2.5268, 16.1309
O, 11.9865, 0.0157, 22.6298
O, 0.1364, 7.6852, 17.6486
O, 3.5525, 8.2598, 15.2106
O, 10.9153, 2.8149, 18.7781
O, 0.8732, 0.8409, 17.7455
O, 3.4767, -0.3737, 15.2259
O, 6.1414, 4.7795, 20.5269
O, 7.8509, 3.271, 21.9844
O, 7.3458, 3.3572, 15.221
O, 16.7113, 9.8408, 20.1083
O, 6.3737, 5.3259, 16.4285
O, 1.6488, 3.3307, 17.492
O, 7.4321, 12.1558, 15.2427
O, 14.4299, 10.3422, 21.406
O, 9.7865, 10.9964, 21.1634
O, 10.7426, 6.887, 22.4013
O, 7.3866, 9.9111, 16.3814
O, 12.5674, 6.9643, 20.6348
O, 12.1281, 9.254, 21.7736
O, 9.1606, 8.13, 17.1127
O, 11.1067, 9.859, 16.2512
O, 7.8283, 0.3771, 25.9083
O, 14.6663, 13.2893, 18.9027
O, 0.3969, 5.4628, 16.1726
O, 3.5744, 5.906, 20.567
O, 9.4944, -0.1739, 23.758
O, 9.1627, 2.6428, 29.9611
O, 9.9013, 4.3994, 23.2855
O, 14.6066, 8.2667, 19.6003
O, 10.1075, 1.8709, 22.1912
O, 14.5437, 10.7034, 18.7328
O, 3.7667, 5.791, 16.1362
O, 7.6547, 9.3761, 20.9195
O, -0.8539, 5.3977, 18.4246
O, 4.7473, 0.3368, 29.6669
O, 10.7903, 4.5944, 20.8761
O, 11.7197, -0.4523, 28.1066
O, 1.5884, 7.3956, 1.9124
O, 4.3517, 3.8537, 17.8161
O, 9.2874, 4.6332, 1.9703
O, 7.2922, 2.001, 28.1191
O, 6.8786, 8.5228, 18.5423
O, 10.4944, 0.8334, 25.9322
O, 5.4565, 4.6123, 1.9379
O, 9.2068, 0.1835, 28.128
O, 6.6775, -0.6037, 28.1808
O, 0.3136, -1.5943, 30.6507
O, 3.5791, 2.0054, 16.2109
O, 8.4859, 5.7823, 21.4822
O, 10.151, 8.4561, 20.3468
O, 8.5976, 4.0455, 19.496
O, 11.0739, 2.1407, 28.1863

Results
free energy: -115330.994 eV
free energy less fixed offsets of O -569.03, Si -635.61 eV per atom: 5.536 eV
pressure: -0.63 GPa
stress xx, yy, zz, yz, xz, xy (GPa, positive in tension): 0.55, 0.86, 0.47, -0.01, -0.02, -0.1

Forces (eV/angstrom), in the order of the atoms: element, x, y, z
Si, 0.1844, -0.3959, -0.1906
Si, 0.0111, 0.3115, -0.245
Si, -0.0695, 0.0291, -0.2251
Si, 0.0182, -0.246, -0.1608
Si, -0.0288, 0.2317, 0.0858
Si, -0.009, -0.0094, -0.4671
Si, -0.1853, -0.3921, -0.226
Si, -0.0029, 0.2991, -0.1925
Si, 0.0773, 0.0575, -0.2208
Si, 0.0364, -0.0526, -0.1858
Si, -0.0491, 0.0451, -0.1354
Si, -0.2071, 0.0168, -0.2307
Si, -0.0492, -0.056, -0.1786
Si, 0.0641, 0.0437, -0.1276
Si, 0.2101, 0.0114, -0.2295
Si, 0.0056, -0.1973, -0.116
Si, -0.0014, 0.1745, -0.2617
Si, -0.0035, -0.0462, -0.2487
Si, 0.0212, 0.0284, -0.0639
Si, 0.0303, -0.1257, 0.2301
Si, -0.0077, 0.052, 0.1852
Si, -0.0204, 0.0183, -0.0614
Si, -0.0247, -0.1179, 0.211
Si, 0.0143, 0.061, 0.188
Si, -0.0011, 0.0726, 0.0155
Si, 0.0024, -0.1321, 0.0957
Si, -0.0125, 0.1253, 0.0329
Si, 0.0242, -0.0374, -0.0379
Si, -0.0219, -0.1325, -0.069
Si, 0.0166, 0.1073, 0.0067
Si, -0.0198, 0.0364, -0.0725
Si, -0.0067, -0.1138, -0.065
Si, 0.005, 0.1742, -0.0333
Si, -0.0061, -0.0029, -0.0492
Si, 0.0346, -0.1333, -0.063
Si, -0.0383, 0.1015, -0.0023
Si, 0.0423, -0.0163, -0.0512
Si, 0.0055, 0.1062, -0.034
Si, -0.0723, -0.0808, 0.0329
Si, 0.0165, -0.1858, 0.0157
Si, 0.0009, 0.0592, -0.0093
Si, -0.0218, 0.0521, 0.0865
Si, -0.0682, -0.0444, 0.0029
Si, 0.0069, 0.0691, -0.0311
Si, 0.1016, 0.0188, 0.0467
Si, -0.0305, 0.1487, 0.0035
Si, 0.0138, -0.1205, 0.0412
Si, 0.0419, 0.0385, 0.0518
Si, 0.0006, 0.1251, -0.0455
Si, -0.02, -0.1028, -0.0041
Si, 0.0111, 0.0139, 0.0443
Si, 0.0686, 0.0223, -0.0214
Si, -0.0404, -0.0725, -0.0493
Si, -0.054, -0.0315, 0.0731
Si, 0.0368, -0.0435, 0.1576
Si, -0.0585, 0.091, -0.0058
Si, 0.0629, -0.1545, 0.0601
Si, 0.0216, 0.0627, 0.0984
Si, 0.131, 0.05, -0.0645
Si, -0.0002, -0.1079, 0.1009
Si, -0.0312, 0.0045, 0.0617
Si, 0.0049, 0.1199, 0.0406
Si, -0.146, -0.0818, -0.0103
Si, 0.1655, -0.0706, -0.1281
Si, -0.0474, 0.0424, -0.0069
Si, 0.1393, 0.1326, 0.1527
Si, -0.1642, -0.0508, -0.2137
Si, -0.0498, -0.0599, 0.0964
Si, -0.0612, 0.0749, -0.2551
Si, -0.0205, -0.0048, -0.3039
Si, -0.0895, -0.0549, -0.057
Si, 0.0451, -0.0178, -0.0544
Si, 0.0397, 0.0641, 0.2432
Si, -0.0394, -0.1108, 0.1708
Si, 0.1138, -0.1404, 0.1742
Si, -0.158, 0.135, 0.295
Si, -0.0005, -0.0403, 0.1539
Si, 0.1927, 0.0367, 0.0861
Si, 0.1753, 0.0937, 0.257
Si, -0.117, -0.1339, 0.2074
Si, -0.0382, 0.0237, 0.0317
Si, -0.1445, 0.1327, -0.0084
Si, 0.1007, -0.0634, 0.2121
Si, 0.0523, 0.1064, 0.0838
Si, -0.0013, -0.0203, 0.3309
Si, 0.1321, -0.0285, 0.4256
Si, 0.0405, 0.156, 0.426
Si, 0.0275, 0.0963, 0.5026
Si, -0.0158, -0.0316, 0.3035
Si, -0.3329, -0.387, 0.277
Si, -0.1039, 0.0792, 0.1279
Si, -0.0522, 0.0794, -0.2387
Si, 0.0011, -0.091, 0.0143
Si, 0.0092, -0.0973, 0.2876
Si, -0.0218, -0.0491, -0.0379
Si, -0.0547, -0.0213, 0.006
Si, 0.2134, -0.1537, 0.244
Si, 0.0211, 0.0261, -0.2344
Si, 0.0672, -0.0195, -0.1919
Si, 0.1186, 0.1457, 0.0253
Si, 0.1375, 0.0298, 0.2
Si, -0.0239, -0.0844, 0.163
Si, -0.0017, 0.0178, 0.0924
Si, 0.077, -0.1964, -0.2799
Si, 0.1119, 0.0815, -0.124
Si, -0.0857, 0.0568, -0.1323
Si, 0.0116, -0.0966, 0.0117
Si, 0.0059, -0.0692, 0.0312
Si, -0.1966, -0.0394, 0.1939
Si, -0.1153, 0.041, 0.0194
Si, 0.0744, 0.0301, -0.1104
Si, -0.108, 0.0138, 0.2427
Si, 0.0355, -0.1112, 0.1373
Si, -0.0716, 0.1353, 0.1456
Si, -0.0418, -0.1997, -0.3318
Si, 0.0479, -0.075, 0.0902
Si, 0.1191, 0.091, -0.0619
O, -0.0044, 0.0431, 0.4331
O, -0.0582, 0.1107, 0.056
O, 0.0224, -0.0937, -0.1974
O, 0.0002, 0.064, -0.0843
O, 0.0129, 0.4909, 0.2206
O, 0.0075, 0.1408, 0.0083
O, -0.0138, -0.0991, -0.0978
O, 0.029, -0.0384, -0.0599
O, 0.0954, -0.0108, 0.039
O, -0.0021, -0.0194, -0.1941
O, 0.0061, -0.0615, 0.4244
O, -0.0351, 0.5066, 0.2394
O, -0.0092, 0.0623, 0.4362
O, 0.0565, 0.1033, 0.0538
O, 0.1107, -0.0395, 0.2914
O, 0.0285, -0.0176, 0.0882
O, 0.0031, -0.1483, -0.0044
O, -0.03, -0.2861, -0.032
O, -0.0948, -0.0224, -0.0734
O, -0.0587, 0.016, -0.4837
O, -0.0903, 0.0115, 0.0654
O, -0.1177, 0.0946, -0.1617
O, -0.004, -0.2559, -0.5443
O, 0.0373, -0.0185, -0.0609
O, 0.0028, 0.0824, -0.0038
O, -0.0009, 0.2248, -0.47
O, 0.0458, -0.0141, 0.0264
O, 0.0639, -0.0264, 0.0746
O, -0.0285, 0.6594, -0.2962
O, 0.0317, -0.0436, 0.0153
O, 0.3427, 0.0305, -0.3855
O, 0.0028, 0.0356, -0.0871
O, -0.0634, -0.3231, -0.516
O, -0.1026, 0.0003, 0.1186
O, 0.0129, 0.0167, 0.0016
O, -0.0646, -0.0848, 0.0073
O, 0.0086, 0.0356, -0.4323
O, -0.0524, 0.0012, 0.0299
O, 0.0035, 0.0246, 0.0631
O, 0.0632, 0.0091, -0.1388
O, 0.0075, -0.0908, -0.2004
O, 0.0816, 0.1044, -0.1229
O, 0.0504, 0.1157, -0.2315
O, -0.1448, 0.1158, -0.4055
O, 0.0567, -0.0285, -0.0739
O, 0.0074, 0.0806, -0.0586
O, -0.0206, 0.0077, 0.1174
O, -0.0535, -0.0471, 0.0248
O, -0.0691, -0.064, 0.0338
O, -0.0163, 0.0366, 0.0584
O, -0.05, 0.0341, 0.0261
O, -0.0963, 0.1005, -0.1973
O, 0.0362, -0.0165, 0.0037
O, 0.039, 0.055, -0.0778
O, -0.1064, -0.0095, 0.0427
O, -0.0519, 0.0006, 0.0794
O, 0.0263, 0.0606, 0.1787
O, 0.0011, 0.2994, 0.4249
O, 0.0618, 0.0138, -0.089
O, 0.0575, -0.5497, 0.2488
O, 0.0464, -0.0336, 0.1373
O, 0.1182, 0.0628, -0.0839
O, -0.0983, 0.0669, -0.1018
O, -0.0509, -0.5295, 0.2347
O, -0.0103, 0.0413, -0.122
O, -0.0125, 0.0774, 0.1293
O, -0.1152, -0.0387, 0.3158
O, 0.0053, -0.1051, -0.1967
O, 0.0611, -0.1005, 0.0708
O, 0.0091, 0.013, 0.0004
O, 0.0022, 0.0745, 0.1409
O, -0.062, -0.0577, 0.1477

The program warned: the cutoff lies below the one the program advises for these potential files.
